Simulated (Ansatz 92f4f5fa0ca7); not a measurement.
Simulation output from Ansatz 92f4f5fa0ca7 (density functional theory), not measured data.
Periodic cell of 211 atoms, Si125O78As8, from a study of silicon, its oxide and their interface. The atomic structure is a simulated model.
Doubt: the cutoff is far below the 930 eV that the study's wrapper takes by default for these files, so forces and energies are approximate.
This geometry differs little from another in the collection (a relaxation step or a small displacement).

Settings: functional PBE; potential files Ansatz PAW; basis plane waves; wave-function cutoff 580 eV; density cutoff ratio 5; exchange-correlation grid ratio 1; k mesh 1 x 1 x 1, Gamma-centred; self-consistency stop 5e-08 eV per atom in the density residual; occupations fixed; spin none; net charge 0.

Cell vectors (angstrom)
a  10.938  0  0
b  0  10.938  0
c  0  0  32.1002

Atoms and the computed forces on them: element, x, y, z (angstrom), force x, y, z (eV/angstrom)
As  0.5286  -0.503  24.6222  -0.0147  0.0091  -0.0302
Si  4.7987  0.6242  24.7133  -0.0025  -0.0067  -0.0064
Si  2.9983  2.3969  24.6768  0.0178  -0.0169  -0.0106
As  7.7736  3.1586  24.5319  0.013  -0.0175  0.0199
Si  -0.2607  5.5563  24.6103  -0.0048  -0.0138  -0.0023
As  5.936  4.9779  24.4665  -0.0075  0.0209  0.0023
As  2.3162  8.6038  24.523  0.0072  -0.0117  0.0369
Si  9.0004  7.5282  24.6314  0.0105  0.0116  0.0115
Si  1.4058  1.2746  26.0269  0.0064  -0.0025  0.0339
Si  6.7385  1.4313  25.9239  0.0035  -0.0029  -0.0147
Si  4.1845  4.0585  25.9262  -0.003  0.0102  0.0108
Si  9.484  4.08  26.008  0.0039  -0.016  -0.0008
Si  1.3662  6.8088  25.9043  0.0104  0.0013  -0.0113
Si  6.9778  6.7495  25.8063  -0.0123  -0.0122  0.003
Si  4.0245  9.6334  25.9296  0.0058  -0.0066  -0.0105
Si  9.7112  9.4137  25.9785  0.0094  -0.0105  0.0106
Si  2.7581  -0.0163  27.4073  0.0222  0.038  0.0338
Si  8.2186  -0.0276  27.2112  -0.0177  0.002  0.0211
Si  -0.0137  2.6981  27.2908  -0.0065  0.0061  0
Si  5.4603  2.7309  27.3783  -0.0111  -0.0147  0.0395
Si  2.7806  5.4606  27.2543  -0.0034  -0.0072  -0.006
Si  8.2084  5.4857  27.3652  0.0106  0.017  0.0313
Si  0.0679  8.1179  27.3874  -0.0391  -0.0145  0.0321
Si  5.5065  8.1829  27.1849  0.0123  0.0201  0.0033
Si  4.1018  1.3673  28.682  0.1004  0.0314  0.644
Si  9.5708  1.3673  28.682  -0.1875  -0.2782  -0.3771
Si  1.3673  4.1018  28.682  0.0851  -0.0025  -0.5328
Si  6.8362  4.1018  28.682  -0.0322  0.13  0.3088
Si  4.1018  6.8362  28.682  0.2586  0.0855  -0.6136
Si  9.5708  6.8362  28.682  0.0353  -0.0988  0.5596
Si  1.3673  9.5708  28.682  0.0919  -0.2275  0.5121
Si  6.8362  9.5708  28.682  0.0287  -0.0947  -0.7674
Si  0  0  30.0492  -0.0767  -0.1222  0.0078
Si  5.469  0  30.0492  -0.0504  0.0768  -0.0077
Si  2.7345  2.7345  30.0492  0.0081  -0.0336  0.0116
Si  8.2035  2.7345  30.0492  -0.0783  0.0157  0.0097
Si  0  5.469  30.0492  -0.0887  0.0244  0.0026
Si  5.469  5.469  30.0492  0.0686  -0.0147  0.02
Si  2.7345  8.2035  30.0492  -0.0078  0.1669  0.0477
Si  8.2035  8.2035  30.0492  0.0608  0.0029  -0.0025
Si  1.3673  1.3673  31.4165  -0.0353  0.0188  -0.0016
Si  6.8362  1.3673  31.4165  0.0343  -0.0747  0.0085
Si  4.1018  4.1018  31.4165  -0.0242  0.0685  0.0056
Si  9.5708  4.1018  31.4165  0.1145  -0.0428  0.0052
Si  1.3673  6.8362  31.4165  0.0385  -0.1031  -0.0018
Si  6.8362  6.8362  31.4165  -0.0733  -0.0007  0.0058
Si  4.1018  9.5708  31.4165  0.0911  -0.0663  0.0166
Si  9.5708  9.5708  31.4165  -0.0014  0.0676  0.0146
Si  2.7345  0  0.6835  -0.0236  0.016  -0.0148
Si  8.2035  0  0.6835  0.0177  0.025  0.0162
Si  0  2.7345  0.6835  -0.0545  -0.0226  0.0132
Si  5.469  2.7345  0.6835  -0.0256  0.0151  -0.0156
Si  2.7345  5.469  0.6835  -0.0055  0.0266  0.0133
Si  8.2035  5.469  0.6835  -0.0173  0.0285  -0.0178
Si  0  8.2035  0.6835  -0.0147  0.0168  -0.0164
Si  5.469  8.2035  0.6835  -0.0342  0.0338  0.0155
Si  4.1018  1.3673  2.0507  0.0384  -0.0292  -0.005
Si  9.5708  1.3673  2.0507  0.0519  -0.0249  0.003
Si  1.3673  4.1018  2.0507  0.0118  0.0245  -0.0056
Si  6.8362  4.1018  2.0507  -0.0126  -0.0074  -0.0164
Si  4.1018  6.8362  2.0507  0.0678  -0.0421  -0.0069
Si  9.5708  6.8362  2.0507  0.0445  -0.0628  -0.0087
Si  1.3673  9.5708  2.0507  -0.0133  0.0011  -0.0186
Si  6.8362  9.5708  2.0507  -0.0083  0.0078  -0.0062
Si  0  0  3.418  0.0709  -0.0072  -0.4354
Si  5.469  0  3.418  -0.1153  -0.0357  -0.3854
Si  2.7345  2.7345  3.418  -0.0243  0.0841  0.3951
Si  8.2035  2.7345  3.418  -0.1153  0.0386  0.2765
Si  0  5.469  3.418  0.0552  0.1616  -0.4443
Si  5.469  5.469  3.418  -0.1107  0.0867  -0.5271
Si  2.7345  8.2035  3.418  -0.0713  0.1621  0.4084
Si  8.2035  8.2035  3.418  -0.0755  0.0648  0.4564
Si  1.3308  1.3374  4.7886  -0.0124  -0.0103  0.0082
Si  6.7758  1.362  4.7815  0.0027  0.0059  0.0034
Si  4.1127  4.1747  4.7882  0.0061  0.0034  0.0085
Si  9.5776  4.1557  4.7631  -0.0074  -0.0068  0.0049
Si  1.297  6.85  4.7946  -0.0014  -0.0072  0.0102
Si  6.767  6.827  4.7913  0.0008  -0.0027  0.0037
Si  4.1168  9.628  4.809  0.0076  -0.0017  0.0106
Si  9.5846  9.6282  4.7921  0.0059  0.0015  -0.0034
Si  2.7406  0.0514  6.2224  0.0007  0.0019  -0.002
Si  8.1723  0.0325  6.1295  -0.0053  0.0019  0.0181
Si  -0.0751  2.7275  6.1028  0.0124  0.0056  0.0297
Si  5.4835  2.7933  6.1474  -0.012  -0.0092  0.0141
Si  2.7046  5.5323  6.1687  0.0008  0.0025  0.0001
Si  8.1812  5.4929  6.1142  -0.0035  -0.0011  -0.006
Si  -0.0584  8.2462  6.1933  -0.0041  -0.0008  0.0109
Si  5.4586  8.2295  6.1909  -0.005  0.0076  0.0168
Si  3.6038  1.9861  7.4246  -0.0073  0.0408  0.0017
As  9.1022  1.8144  7.5789  0.0104  -0.0057  -0.0279
Si  1.7343  3.6758  7.3308  0.0014  -0.0338  -0.0051
As  7.2893  3.7054  7.57  -0.0119  0.0093  -0.0138
Si  3.5701  7.3853  7.4646  -0.0122  0.0176  0.0067
As  9.0386  7.3104  7.5544  0.0052  0.0001  -0.0064
Si  1.79  9.1755  7.4678  0.0188  -0.0202  0.0135
As  7.2441  9.1966  7.5782  -0.0042  0.0011  -0.0341
O  1.1425  4.0546  8.8489  0.0101  0.0067  0.0025
O  4.0466  1.8125  9.0409  -0.0006  -0.0008  -0.0021
O  1.4024  9.7057  9.0041  0.0025  -0.0019  -0.0026
O  3.8926  7.0009  9.0646  -0.0072  -0.0059  -0.0071
O  6.2713  4.0915  13.1414  -0.0001  -0.0022  0.0039
O  11.2004  4.6763  23.2304  0.0064  -0.0007  0.0027
O  2.3197  2.9356  23.2159  0.0104  0.0006  0.0111
O  5.1287  0.2817  23.1079  -0.0332  0.0154  0.0265
Si  3.7542  16.7747  10.1909  -0.0021  0.0038  -0.0224
Si  1.259  -0.7125  10.527  0.0083  -0.0002  -0.0175
Si  16.0736  -6.9319  14.3231  -0.0013  -0.0053  -0.0022
Si  8.8137  -1.5008  22.1722  0.0047  0.0196  -0.0442
Si  12.5339  8.0457  12.7619  0.0063  0.0043  -0.0132
Si  -1.4561  -1.2136  11.62  0.0071  -0.0037  -0.0001
Si  18.0471  -16.9223  16.3779  0.0012  -0.0037  0.0056
Si  5.5199  -1.4142  19.7107  0.0112  0.0089  0.0044
Si  18.1257  5.1054  19.5932  0.003  -0.0042  0.0061
Si  4.3031  -8.0089  10.2016  -0.0041  -0.0016  -0.0262
Si  -7.1747  1.1347  14.6918  -0.0007  -0.0004  0.0025
Si  7.9903  0.6243  12.987  -0.0017  -0.0016  0.0047
Si  4.4006  -4.3831  13.0331  -0.0025  -0.0025  -0.0076
Si  6.7948  3.0686  11.9903  -0.0103  -0.0028  -0.0023
Si  2.9463  -13.6767  19.6985  -0.001  -0.0023  0.0036
Si  22.6723  5.8536  17.1753  -0.0016  -0.0027  0.0044
Si  -1.4413  15.4044  12.0181  0.0099  -0.0043  0.0007
Si  -0.5374  -9.9903  21.279  0.0035  -0.0054  0.0244
Si  -1.0268  -6.8129  15.1822  0.0034  0.0006  0.0055
Si  1.1117  -11.5357  19.1815  0.0007  0.0034  0.0082
Si  11.7787  5.0022  10.1192  0.0103  0.0041  -0.0246
Si  10.7536  -1.4051  14.5093  -0.0044  -0.0009  0.0031
Si  2.8667  1.4052  17.6238  0.0002  0.0013  0.0071
Si  -3.2676  2.2061  20.384  -0.0129  0.006  -0.0029
Si  8.0012  -13.9279  19.4909  0.0027  0.0008  0.0086
Si  15.1403  -5.404  19.6044  0.0006  -0.0005  0.0075
Si  21.0771  -3.9535  11.0924  0.0121  -0.0016  -0.0186
Si  6.4494  11.2041  22.1913  -0.008  0.0178  -0.0201
Si  17.3664  -11.2435  15.4322  0.0024  -0.002  0.0054
Si  0.9257  3.374  22.4404  -0.0105  0.003  -0.0038
Si  13.2737  1.5713  12.1352  -0.0001  0.0013  -0.0117
Si  10.1723  -2.331  17.4215  -0.0036  -0.0017  0.007
Si  -0.1434  1.5805  13.9941  0.004  -0.0031  -0.0016
Si  16.8939  -3.3374  15.2863  0.0001  0.0005  0.0047
Si  16.8023  11.9202  18.012  0.0021  0.0013  0.0045
Si  12.7819  -7.1261  19.3617  -0.0045  -0.0014  0.0049
Si  14.4741  -4.0263  17.0968  0.0005  0.0003  0.0057
O  17.4579  -12.833  15.7518  -0.0012  -0.0007  0.0008
O  14.0086  0.6729  13.2887  0.0001  -0.0003  0.0071
O  10.848  -5.8103  16.0367  -0.0018  -0.0034  0.0007
O  7.0348  -4.435  15.8489  -0.0004  -0.0007  0.0017
O  11.5794  0.5689  20.2166  0.0214  -0.0065  -0.0098
O  -2.2339  -2.5922  18.0794  0.0027  -0.0005  -0.0013
O  8.3048  3.466  11.5452  0.0009  0.0005  0.0017
O  -2.352  -12.9681  20.6529  -0.003  -0.0029  0.0039
O  15.3849  -9.1499  17.8851  -0.0011  -0.0025  0.0029
O  2.3731  -10.9257  18.331  0.0031  -0.0005  0.0004
O  11.9717  -5.9575  18.5421  0.0012  0.0012  0
O  28.9854  -17.0272  17.9919  0.0005  0.0004  -0.0037
O  8.1807  6.3727  19.8688  0.0012  0.0007  0.0042
O  5.4048  -11.4782  18.364  0.0025  -0.0019  0.003
O  -0.8943  -0.445  22.0505  0.0186  0.0111  -0.0086
O  3.2912  2.7561  11.4998  0.0006  -0.0015  0.0081
O  2.052  0.6716  10.8088  -0.0059  -0.0081  0.014
O  16.608  -3.5383  13.6704  -0.0005  -0.0005  0.0026
O  17.6651  11.7029  16.6384  -0.0008  -0.0008  -0.0011
O  17.8314  1.7846  21.7681  0.0013  0.0145  0.0133
O  1.9177  -8.3775  18.2993  0.0004  -0.003  0.0018
O  15.3243  -5.0691  18.0155  -0.0001  0.0007  -0.0004
O  10.6462  10.596  10.8972  -0.0042  -0.0072  0.0117
O  -0.0782  -8.8803  22.3978  -0.0061  -0.0024  0.0033
O  -0.3567  2.6366  15.2211  -0.0014  0.0027  0.0027
O  5.85  2.9137  10.6924  -0.0003  0.0013  0.0045
O  1.1322  3.66  20.8282  -0.0017  -0.0013  -0.0014
O  10.887  4.144  11.1974  -0.0109  -0.0036  0.0116
O  -3.3187  -11.5677  22.8951  -0.0144  -0.0241  0.0625
O  -12.7388  12.4381  20.3995  0.003  0.0017  -0.0161
O  10.8806  6.3455  9.7648  0.0023  -0.0035  0.0215
O  20.7373  15.4422  13.6081  0.0002  -0.0005  0.0005
O  -7.7079  -4.2462  20.2876  0.0002  0.0005  0.0021
O  -1.5381  1.426  13.1579  -0.0037  0.0005  0.0027
O  15.0636  5.2214  13.9475  0.001  -0.0007  0.0031
O  10.8608  -11.9859  18.1607  -0.0013  -0.0029  -0.0002
O  6.7597  -9.3261  12.6955  0.0029  -0.0024  0.0016
O  9.0313  -2.8348  23.0601  0.0239  -0.0448  0.0158
O  1.843  9.1099  11.5535  -0.0039  -0.0082  0.0144
O  10.0121  -1.9849  15.8342  0.0037  0.0017  -0.0038
O  18.5669  -0.1206  14.366  0.0011  0.0001  -0.0001
O  17.3279  -2.7423  19.3623  -0.002  -0.0008  0.0028
O  9.8041  9.3631  13.1882  0.0008  0.002  0.0004
O  12.4883  -1.9613  20.0153  0.0014  -0.0031  0.0038
O  -4.1084  -9.193  19.0639  -0.0029  -0.0015  -0.0027
O  7.8419  3.8202  20.342  0.0007  0.0077  -0.0017
O  12.1214  -2.2302  14.1995  0.0007  -0.0015  -0.0002
O  -2.5078  4.1765  15.8387  0.0016  0.0005  0.0006
O  3.0782  -13.7324  18.0654  0.0006  -0.0018  0.0006
O  9.3667  -2.5751  10.7444  -0.0054  0.0061  0.0087
O  5.6949  -5.5624  20.2316  0.0011  -0.0018  0.0011
O  2.7462  1.2426  15.9851  0.0006  0.0004  0.0016
O  22.2209  7.1035  12.2718  0.0011  0.0031  0.0062
O  16.7442  -17.7  15.7932  -0.0004  0.0001  -0.0015
O  15.2733  -8.3193  14.3883  0.0051  0.0043  0.0036
O  4.0979  31.0105  20.3496  -0.0058  -0.0038  0.0051
O  3.0025  -3.5865  13.0715  -0.0088  0.0023  0.0012
O  -1.9475  16.9016  11.6113  -0.0078  -0.003  0.0045
O  0.9889  2.0975  12.9191  0.0002  0.0006  0.0032
O  4.7162  -4.7387  11.462  0.0001  0.0037  0.014
O  13.1674  -4.7573  16.4692  -0.0002  -0.0014  0.0013
O  14.3378  -6.7991  19.7466  0.004  0.0007  0.0018
O  4.1506  4.4062  9.5066  0.0018  -0.0047  0.0098
O  13.1666  5.6085  10.7362  -0.0048  -0.0044  0.0045
O  4.9171  -10.9216  14.9234  0.001  -0.0024  0.0031
O  0.216  0.1598  14.6952  -0.0025  -0.0064  0.0045
O  -6.4704  -14.4271  15.9175  0.0028  -0.0005  0.0018
O  6.2261  -0.4734  20.7872  -0.0111  -0.0055  -0.0107
O  21.9686  7.2435  17.6386  0.0004  -0.0003  0.0004
O  8.0979  -0.3728  11.6863  -0.0015  -0.0029  0.0002

Results
free energy: -162675.712 eV
free energy less fixed offsets of As -4856.12, O -568.88, Si -635.61 eV per atom: -2.862 eV

The program warned: the cutoff lies below the one the program advises for these potential files; the exchange-correlation potential is rough where the density is thin.
